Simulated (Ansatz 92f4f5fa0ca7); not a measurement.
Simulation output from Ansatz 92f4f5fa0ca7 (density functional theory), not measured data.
Periodic cell of 262 atoms, Si166O96, from a study of silicon, its oxide and their interface. The atomic structure is a simulated model.
Doubt: the cutoff is far below the 930 eV that the study's wrapper takes by default for these files, so forces and energies are approximate.
This geometry differs little from another in the collection (a relaxation step or a small displacement).

Settings: functional PBE; potential files Ansatz PAW; basis plane waves; wave-function cutoff 580 eV; density cutoff ratio 5; exchange-correlation grid ratio 1; k mesh 1 x 1 x 1, Gamma-centred; self-consistency stop 5e-08 eV per atom in the density residual; occupations fixed; spin none; net charge 0.

Cell vectors (angstrom)
a, 10.938, 0, 0
b, 0, 10.938, 0
c, 0, 0, 37.9867

Atoms and the computed forces on them: element, x, y, z (angstrom), force x, y, z (eV/angstrom)
Si, 0, 0, 0.683, -0.0283, 0.0218, -0.0098
Si, 5.469, 0, 0.683, 0.0089, 0.0505, -0.001
Si, 2.7345, 2.7345, 0.683, 0.0022, 0.069, 0.0176
Si, 8.2035, 2.7345, 0.683, -0.0469, 0.0602, -0.0006
Si, 0, 5.469, 0.683, -0.0373, 0.0304, -0.0122
Si, 5.469, 5.469, 0.683, 0.0019, 0.04, -0.0063
Si, 2.7345, 8.2035, 0.683, 0.0041, 0.037, 0.0108
Si, 8.2035, 8.2035, 0.683, -0.01, 0.0369, 0.0223
Si, 1.3673, 1.3673, 2.0503, -0.112, -0.0282, 0.0869
Si, 6.8362, 1.3673, 2.0503, -0.1731, 0.0944, -0.119
Si, 4.1018, 4.1018, 2.0503, -0.0729, 0.0343, 0.0465
Si, 9.5708, 4.1018, 2.0503, -0.0964, 0.1093, 0.0459
Si, 1.3673, 6.8362, 2.0503, -0.0379, -0.0323, -0.0306
Si, 6.8362, 6.8362, 2.0503, -0.084, -0.0327, 0.0493
Si, 4.1018, 9.5708, 2.0503, -0.0821, 0.0334, 0.0707
Si, 9.5708, 9.5708, 2.0503, -0.0382, 0.0603, 0.0202
Si, 2.7345, 0, 35.9352, 0.1266, 0.102, -0.0127
Si, 8.2035, 0, 35.9352, 0.0528, -0.1233, 0.0033
Si, 0, 2.7345, 35.9352, 0.2908, -0.1639, 0.0714
Si, 5.469, 2.7345, 35.9352, -0.006, -0.0328, -0.0675
Si, 2.7345, 5.469, 35.9352, -0.0077, -0.0539, -0.0257
Si, 8.2035, 5.469, 35.9352, 0.0737, 0.1441, -0.0712
Si, 0, 8.2035, 35.9352, 0.0584, -0.1802, 0.0217
Si, 5.469, 8.2035, 35.9352, 0.071, 0.1086, 0.0556
Si, 4.1018, 1.3673, 37.3025, -0.0026, -0.0502, 0.0284
Si, 9.5708, 1.3673, 37.3025, 0.0409, -0.0611, -0.0098
Si, 1.3673, 4.1018, 37.3025, 0.0447, -0.0903, 0.0266
Si, 6.8362, 4.1018, 37.3025, 0.0082, -0.0304, -0.0362
Si, 4.1018, 6.8362, 37.3025, -0.0089, -0.0052, -0.0147
Si, 9.5708, 6.8362, 37.3025, -0.0153, 0.0103, 0.0312
Si, 1.3673, 9.5708, 37.3025, 0.0304, -0.0598, -0.0215
Si, 6.8362, 9.5708, 37.3025, -0.0063, -0.0419, 0.0274
Si, 0.4315, -0.8217, 27.8229, 0.0115, -0.0221, -0.0114
Si, 5.2902, -0.434, 27.361, 0.0104, 0.021, 0.0344
Si, 2.1451, 2.5373, 26.4688, -0.0093, 0.0027, 0.0019
Si, 6.2116, 1.6968, 27.2129, -0.0051, -0.0076, 0.0068
Si, -0.4255, 4.3653, 27.0474, 0.0134, 0.0021, 0.0199
Si, 4.8088, 3.6489, 27.2051, -0.0081, -0.0364, 0.0039
Si, 2.027, 8.2859, 27.5373, 0.0095, -0.0111, 0.01
Si, 7.5977, 8.3429, 27.203, -0.026, -0.0197, -0.0632
Si, 1.3719, 1.049, 29.0127, -0.0113, 0.0047, 0.0206
Si, 7.4721, 1.9268, 29.1723, 0.0066, 0.009, -0.0048
Si, 4.7493, 4.6277, 29.3117, -0.0058, 0.0029, -0.0033
Si, 9.2554, 3.5852, 29.0202, 0.0016, 0.0054, -0.0145
Si, 1.2182, 6.5735, 28.8984, 0.0233, 0.0269, 0.0017
Si, 6.4907, 6.3817, 29.1823, -0.0052, 0.0022, 0.0196
Si, 4.2941, 9.5496, 29.2647, -0.0076, -0.0059, -0.0034
Si, 9.6789, 9.5017, 29.327, 0.0315, 0.0571, 0.0554
Si, 2.8175, -0.0582, 30.5211, -0.0007, -0.0044, 0.0034
Si, 8.3405, 0.1066, 30.4955, -0.0032, -0.0053, 0.0003
Si, 0.0415, 2.591, 30.343, -0.0004, -0.0013, -0.0015
Si, 5.6808, 2.8186, 30.5277, 0.0093, -0.0033, -0.001
Si, 2.805, 5.4965, 30.3459, 0.003, -0.0018, -0.0032
Si, 8.2572, 5.3309, 30.3792, 0.0073, -0.0122, -0.0027
Si, 0.0539, 7.9848, 30.5189, -0.005, 0.0044, -0.004
Si, 5.6126, 8.1318, 30.5584, -0.0022, -0.0027, 0.0008
Si, 4.204, 1.3922, 31.7849, 0.0048, 0.0113, 0.0018
Si, 9.6817, 1.3814, 31.9109, -0.001, -0.0116, -0.0025
Si, 1.4361, 4.0404, 31.6734, 0.0053, -0.0004, 0.0017
Si, 6.9534, 4.1214, 31.9534, -0.003, -0.0026, 0.0001
Si, 4.0963, 6.8506, 31.8513, 0.0004, -0.001, -0.002
Si, 9.5716, 6.7044, 31.8266, -0.0002, 0.0096, -0.0017
Si, 1.4148, 9.4749, 31.8352, 0.001, 0.0058, -0.0127
Si, 6.9567, 9.5978, 31.8164, 0.0058, 0.0007, -0.0077
Si, 0.0633, -0.0591, 33.2064, -0.0015, 0.0025, -0.0037
Si, 5.5247, -0.0091, 33.1714, -0.0012, 0.0006, 0.0037
Si, 2.7824, 2.7298, 33.1415, -0.0013, 0.0007, -0.0002
Si, 8.2893, 2.7289, 33.275, 0.0024, 0.0014, -0.0022
Si, 0.0605, 5.3822, 33.1453, 0.0024, -0.0034, 0.0006
Si, 5.4848, 5.4796, 33.2115, 0.001, 0.0008, -0.0043
Si, 2.7645, 8.1863, 33.2502, 0.0014, -0.0073, -0.0026
Si, 8.2645, 8.1736, 33.1848, -0.0078, -0.0001, 0.0035
Si, 1.4001, 1.3691, 34.5446, 0.0007, -0.0008, 0.0011
Si, 6.8552, 1.3671, 34.5722, -0.0007, 0.0029, 0.0014
Si, 4.1074, 4.1057, 34.5587, 0.0014, -0.0003, 0.0002
Si, 9.6216, 4.1149, 34.5965, -0.0035, 0.0008, -0.0011
Si, 1.3593, 6.8114, 34.5568, 0.0031, -0.0001, 0.0009
Si, 6.8416, 6.8598, 34.5652, 0.0037, -0.0029, -0.0008
Si, 4.1272, 9.5915, 34.5678, -0.0007, 0.0024, 0.0007
Si, 9.5913, 9.5593, 34.5716, -0.0019, 0.0014, -0.0028
Si, 2.7103, -0.0089, 3.4318, -0.0008, -0.0008, -0.0001
Si, 8.1887, 0.0206, 3.4019, 0.0001, -0.0007, 0
Si, -0.0227, 2.7367, 3.4216, -0.0015, 0.001, -0.002
Si, 5.4425, 2.7231, 3.4219, -0.0023, 0.0013, 0.0014
Si, 2.718, 5.4673, 3.4268, -0.0005, -0.004, -0.0028
Si, 8.1785, 5.463, 3.4349, 0.0019, 0.0017, 0.0002
Si, -0.0105, 8.196, 3.4117, -0.0018, 0.0007, 0.0007
Si, 5.4489, 8.1936, 3.421, -0.0014, 0.0014, -0.001
Si, 4.0314, 1.4014, 4.8033, 0.0042, -0.0036, 0.0003
Si, 9.4838, 1.4279, 4.7868, 0.0041, -0.0038, -0.0019
Si, 1.3195, 4.1204, 4.7954, 0.0019, 0.0008, -0.0009
Si, 6.7698, 4.1079, 4.7995, 0.0027, -0.0019, -0.0002
Si, 4.0451, 6.861, 4.806, 0.0013, -0.0012, -0.0045
Si, 9.5285, 6.8763, 4.7835, -0.0015, -0.0012, 0.0022
Si, 1.317, 9.5708, 4.8006, 0.0012, 0.0002, -0.0026
Si, 6.7899, 9.6234, 4.7457, -0.0049, -0.0024, 0.0018
Si, -0.0958, 0.0377, 6.0922, -0.0024, -0.0017, -0.0016
Si, 5.3929, 0.0093, 6.129, 0.0061, 0.0034, -0.0006
Si, 2.6531, 2.759, 6.202, 0.0016, 0.0098, -0.0021
Si, 8.0984, 2.7596, 6.2154, -0.0027, 0.0054, 0.0052
Si, -0.0619, 5.4978, 6.1479, 0.0008, -0.0012, -0.0111
Si, 5.3969, 5.4799, 6.1569, 0.0046, 0.0037, -0.0034
Si, 2.6696, 8.2117, 6.208, 0.0052, 0.004, -0.0002
Si, 8.187, 8.3251, 6.1091, 0.0121, -0.002, -0.002
Si, 1.2118, 1.3542, 7.4999, -0.0166, 0.0097, 0.0075
Si, 6.6943, 1.345, 7.5583, -0.0026, -0.0037, -0.0069
Si, 3.9918, 4.1617, 7.582, -0.0052, -0.0083, -0.0038
Si, 9.4901, 4.1727, 7.5353, -0.0091, 0.0208, 0.0014
Si, 1.2681, 6.8376, 7.5699, -0.0093, 0.0031, 0.005
Si, 6.792, 6.9457, 7.3711, -0.0143, 0.0093, 0.0062
Si, 4.0376, 9.6239, 7.5462, -0.0048, 0.0068, 0.0003
Si, 9.5021, 9.7076, 7.5486, -0.0002, 0.0013, -0.0108
Si, 2.5421, -0.0165, 8.8889, 0.0062, 0.0045, 0.0062
Si, 8.0455, 0.0203, 8.9973, -0.0088, -0.0046, -0.0195
Si, -0.1828, 2.7026, 8.8729, 0.0167, -0.0163, 0.0013
Si, 5.2023, 2.6203, 8.8946, 0.014, 0.0092, 0.004
Si, 2.5625, 5.4441, 9.0134, -0.001, -0.003, -0.0077
Si, 8.2197, 5.7578, 8.784, 0.0068, -0.0656, 0.0086
Si, -0.0399, 8.3373, 8.8726, 0.005, -0.0085, -0.0052
Si, 5.4048, 8.1772, 8.8332, -0.0021, 0.0025, -0.0082
Si, 3.5403, 1.5899, 10.2257, 0.0111, -0.0365, -0.028
Si, 9.1161, 1.6906, 10.2792, 0.0067, -0.0036, 0.0115
Si, 1.2962, 3.8301, 10.283, -0.0134, 0.021, -0.0338
Si, 6.61, 3.6743, 10.3844, -0.0313, -0.007, -0.0143
Si, 3.8484, 7.0326, 10.1934, 0.0158, -0.0132, -0.0053
Si, 9.3208, 7.2872, 10.1989, 0.0126, -0.0085, -0.0085
Si, 1.579, 9.2924, 10.3048, 0.0016, 0.0055, -0.0161
Si, 6.8867, 9.3111, 10.271, -0.0147, 0.0107, -0.0076
O, 10.59, -0.7326, 26.3362, -0.0111, -0.0022, -0.0122
O, 2.4648, 7.9288, 25.9771, -0.0044, -0.0125, -0.0207
O, 9.7224, 1.23, 11.7403, 0.0041, 0.0037, 0.0144
O, 1.0214, 9.7992, 11.7686, -0.0075, -0.0003, 0.0225
O, 2.4612, 2.7377, 10.7807, -0.0075, 0.0101, 0.0394
O, 8.1371, 8.3235, 10.7567, 0.0012, -0.0027, 0.0246
O, 6.4442, 20.3715, 26.8421, -0.0116, 0.0317, -0.0084
O, 0.6669, 3.2674, 26.4013, 0.0076, -0.0089, -0.008
O, 4.0993, 0.7791, 11.5391, 0.0035, -0.0048, 0.0124
O, 10.9708, 0.2383, 13.7846, 0.0019, -0.0061, 0.0037
O, 7.9691, 13.7513, 10.6804, 0.0314, 0.0185, 0.0163
O, 6.0056, 9.8086, 11.5887, -0.0079, -0.0003, 0.0088
O, 10.1766, 6.716, 11.4888, 0.0075, -0.0104, 0.0105
O, 0.3173, 4.3353, 11.5318, -0.0172, 0.0095, 0.0261
O, 7.0361, 16.0486, 9.7523, -0.001, 0.0414, -0.0091
O, 4.5749, 6.475, 11.5655, 0, 0.001, 0.0032
O, 4.0145, -0.4963, 26.2916, -0.0153, -0.012, -0.0291
O, 6.9034, 6.9169, 27.6362, -0.0117, -0.0156, -0.0323
O, 2.3831, 1.3495, 25.3362, 0.0135, -0.0054, -0.0111
O, 22.2453, 5.4829, 27.9595, -0.0245, -0.0233, -0.0262
O, 8.6201, 8.3221, 25.9248, 0.0153, 0.012, -0.0054
O, 9.7686, 5.1246, 25.7786, -0.0113, 0.0041, -0.0237
O, 3.3866, 3.601, 26.3228, -0.0049, -0.0005, -0.002
O, 4.7698, 5.2586, 24.0894, -0.0141, 0, -0.0066
Si, -0.41, -7.8029, 15.4632, 0.0053, -0.0105, -0.0049
Si, 7.1457, 9.3724, 21.6553, -0.0001, -0.0004, -0.0016
Si, 5.5598, 5.5557, 12.463, 0.0012, -0.0178, -0.0303
Si, 5.7236, 4.5054, 15.0949, 0.0035, -0.004, 0
Si, 18.1007, -1.5007, 18.5962, 0.0033, -0.0016, 0.0024
Si, 5.1757, 10.9234, 12.4575, -0.0016, -0.0007, 0.0004
Si, 8.4554, 3.2485, 17.6348, -0.009, -0.005, 0.0099
Si, 7.9977, 6.1137, 14.0671, 0.0065, -0.0117, -0.0123
Si, 12.4318, 4.0163, 19.0549, 0.0036, -0.0012, -0.0012
Si, 10.1964, 9.4359, 17.9374, -0.0037, 0.0059, 0.0076
Si, -0.9777, -1.8705, 25.3261, -0.005, -0.0036, 0.0178
Si, 1.0891, 5.7799, 15.1272, 0.007, 0.0021, -0.01
Si, 14.6174, 0.3818, 24.9493, -0.0173, 0.0154, 0.0016
Si, 9.922, 3.0208, 22.4126, -0.0034, 0.0063, 0.0003
Si, 19.9548, 5.2697, 24.3107, 0.0071, 0.0092, 0.0214
Si, 13.3499, 0.2282, 20.5472, -0.0006, 0.0025, -0.0002
Si, 12.9252, -7.8655, 21.8414, 0.0025, -0.0044, -0.0031
Si, 4.3099, -1.0911, 22.3764, -0.0018, 0.0188, 0.0043
Si, 6.306, 1.1714, 17.2885, 0, -0.0079, 0.0034
Si, 8.8495, 0.2268, 23.2279, 0.0042, -0.0163, -0.0027
Si, 9.5079, 4.7036, 19.9129, 0.0035, 0.0052, 0.0009
Si, 3.2455, 5.056, 23.5613, 0.0054, -0.0086, 0.011
Si, 6.5093, 1.7204, 24.884, -0.015, -0.0031, 0.0178
Si, 13.6476, 7.3944, 21.9626, -0.0034, 0.0086, -0.0064
Si, 10.8336, 12.5126, 17.8427, 0.006, -0.0037, 0.0069
Si, 3.4961, 5.5046, 16.9406, -0.0024, -0.0034, 0.0132
Si, 12.5335, 7.3247, 24.7253, -0.0067, 0.0036, 0.0248
Si, 4.7286, 8.3006, 17.2562, 0.002, 0.0042, 0.0055
Si, 9.8799, 1.36, 13.3536, -0.0002, -0.012, -0.0204
Si, 6.8762, 1.5479, 14.4038, 0.0107, -0.0044, -0.0141
Si, 9.218, 7.1554, 21.8637, 0.0027, -0.0058, 0.0114
Si, 10.0373, 8.032, 15.1761, 0.0018, 0.0123, -0.0076
Si, 6.1315, 4.7038, 24.7798, -0.0002, 0.01, 0.014
Si, 10.6359, 5.5186, 12.4974, 0.0017, -0.0026, -0.0261
Si, 11.6674, -1.1699, 13.3738, -0.0005, 0.0109, -0.0154
Si, 3.5929, 0.0538, 17.7565, -0.009, 0.0016, 0.0055
Si, 3.464, 9.8358, 14.9787, 0.0002, 0.0082, -0.0173
Si, 11.6014, -2.3778, 20.3656, -0.0054, 0.005, 0.0033
O, 9.3619, 2.0819, 18.3186, -0.002, 0.004, -0.0045
O, 3.4238, 10.3143, 23.6855, 0.006, -0.0127, -0.0152
O, 12.775, 7.4547, 20.596, 0.0066, -0.0036, 0.0027
O, 11.2206, -2.4616, 18.7776, 0.0053, -0.0035, 0.0005
O, 11.9475, 2.5302, 18.5565, -0.0046, 0.0047, -0.0061
O, 10.3537, -2.7182, 21.3661, 0.0069, 0.0036, -0.0051
O, 7.4339, 5.6485, 24.5205, 0.0029, -0.0092, -0.0029
O, 8.4849, 4.5294, 18.6402, 0.0013, -0.0018, -0.0028
O, 13.283, 12.8793, 27.9853, -0.0002, 0.0068, -0.0257
O, 2.5968, 6.0308, 15.6716, 0.004, -0.002, -0.0007
O, 0.073, -3.1183, 25.1152, 0.0079, -0.0006, -0.0085
O, 2.5247, 4.7294, 18.0037, 0.0017, 0.0018, -0.0093
O, 4.2947, 8.6108, 15.6967, 0.0046, -0.0093, 0.0016
O, 6.9408, 2.6627, 17.496, 0.0023, 0.0001, -0.0076
O, 1.9626, 1.4955, 21.4627, 0.0004, -0.0017, -0.0028
O, 12.7798, -2.9955, 23.2443, 0.0043, 0, -0.0163
O, 3.0818, -0.0313, 16.1851, 0.002, 0.0035, 0.0036
O, 10.0513, 9.1752, 16.3351, -0.0003, -0.0055, -0.0034
O, 9.6168, -1.0151, 23.9784, -0.0041, 0.0096, -0.0113
O, 9.1074, 3.5917, 16.1632, -0.0035, 0.0022, -0.0052
O, 8.2368, -0.3658, 21.8362, 0.0003, -0.002, -0.0005
O, 20.2699, 3.4249, 20.9372, 0.0045, -0.0001, -0.0025
O, 17.2759, 8.4532, 17.5643, -0.0004, 0.0013, -0.0026
O, 6.2459, 1.0664, 12.9974, -0.0019, -0.0042, 0.0056
O, 5.8616, 4.0969, 11.7734, 0.0079, 0.0136, 0.0063
O, 18.0042, 0.0689, 18.1912, -0.0055, 0.0015, -0.0069
O, 4.0236, 8.3195, 21.9146, -0.0071, -0.0168, -0.0012
O, 0.9516, 5.8911, 13.4939, 0.0058, -0.0004, 0.0183
O, 14.1084, 5.8706, 22.1568, -0.0014, 0.0103, -0.0067
O, 6.2829, 3.0334, 14.6878, -0.0037, 0.0091, 0.0029
O, 4.1952, -4.1251, 17.6451, -0.0034, -0.0003, -0.0061
O, 9.6217, 6.3971, 23.2727, -0.0035, 0.007, -0.0188
O, 9.0401, 6.0517, 20.6815, 0.0019, -0.0016, -0.0012
O, 11.4704, 3.4962, 22.423, 0.002, -0.0032, -0.0041
O, 8.5523, 7.4685, 14.7923, 0.001, 0.0047, 0.0056
O, 5.9136, 9.8286, 22.6333, 0.0016, -0.0007, 0.0012
O, 6.9597, 6.3624, 12.8096, 0.009, -0.0001, 0.0095
O, 11.0488, 4.8641, 19.3457, -0.005, -0.0007, -0.0003
O, 10.815, 10.9284, 18.1671, -0.0003, -0.004, -0.0034
O, 13.9269, 3.5027, 23.0795, -0.001, -0.0025, -0.0066
O, 15.691, 1.2018, 17.7604, 0.0074, 0.0012, -0.008
O, 6.6219, -1.6918, 20.1198, 0.0031, 0.0014, -0.0035
O, 6.441, 0.6859, 15.7246, -0.0016, 0.0043, 0.0071
O, -0.3427, -2.3307, 13.7585, 0.0011, -0.001, 0.0084
O, 7.6918, 0.8105, 24.2288, 0.0072, -0.0036, -0.0077
O, 11.6247, 4.301, 15.6605, 0.0013, 0.0005, -0.0029
O, 15.9307, 1.222, 24.4835, 0.0052, -0.0048, -0.0075
O, 9.8354, 1.4326, 22.7549, -0.0023, -0.001, 0.0031
O, 6.5363, 3.2215, 24.2325, 0.0024, 0.0006, -0.0101
O, 0.091, 1.7858, 16.2362, 0.0002, 0.0006, -0.0019
O, 13.2643, 3.8508, 20.4467, -0.0013, 0.0005, 0.003
O, 4.4157, 10.3235, 13.7547, -0.0072, -0.0037, 0.0144
O, 7.8106, -2.9902, 22.1047, 0.0001, 0.0015, -0.0026
O, 8.4732, 1.2766, 14.1878, -0.0097, 0.0021, 0.0076
O, 4.7252, 4.5422, 16.3934, -0.0007, -0.0021, -0.003
O, 1.2657, -0.9123, 20.7856, -0.0001, -0.0029, -0.0048
O, 13.0229, -5.2077, 24.5673, 0.0028, -0.0012, -0.0052
O, 10.4752, 2.7974, 13.8664, 0.0026, 0.0084, 0.0095
O, 14.9874, 9.4741, 18.1787, 0.0013, -0.0052, -0.0043
O, 9.2946, 5.2605, 13.4539, -0.0141, 0.0045, 0.0146
O, 7.1056, 5.3893, 15.244, -0.004, -0.0013, 0.0002
O, 10.9924, 6.8556, 15.7757, -0.0007, -0.0022, 0.0004
O, 2.5597, 0.4865, 18.9341, 0.0051, -0.0029, 0.0039
O, 8.7482, 9.1027, 18.5928, 0.0013, 0.0021, -0.0035
O, 3.8982, -0.1557, 21.1066, -0.0046, -0.0034, -0.004
O, 2.0528, -1.4979, 14.2702, 0.0059, 0.0001, 0.0033
O, 9.1558, -7.1209, 23.5967, 0.0025, -0.0124, -0.0081
O, 4.8426, 5.1574, 13.8734, -0.0053, -0.0055, 0.0166
O, -2.4919, -2.2053, 28.5287, 0.0269, -0.036, 0.038
O, 2.7619, -13.6844, 10.6674, 0.001, -0.0016, 0.0201
O, 3.4146, -2.5067, 28.3925, 0.0099, 0.0098, -0.001
O, 5.8308, 4.6491, 26.3793, 0.0109, 0.0189, -0.0189

Results
free energy: -160124.381 eV
free energy less fixed offsets of O -568.88, Si -635.61 eV per atom: -0.641 eV

The program warned: the cutoff lies below the one the program advises for these potential files; the exchange-correlation potential is rough where the density is thin.
